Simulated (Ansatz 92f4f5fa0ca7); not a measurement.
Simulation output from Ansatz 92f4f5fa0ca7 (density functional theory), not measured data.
Periodic cell of 259 atoms, Si136O81H32N10, with a vacuum gap, from a study of silicon, its oxide and their interface. The atomic structure is a simulated model.

Settings
functional: r2SCAN
potential files: Ansatz PAW
basis: plane waves
wave-function cutoff: 800 eV
density cutoff ratio: 5
exchange-correlation grid ratio: 1
k mesh: 1 x 1 x 1, shifted by 0.5 0.5 0 of a step
self-consistency stop: 1e-11 eV per atom in the density residual
occupations: fixed
spin: none
net charge: 0
applied field: sawtooth along c, amplitude -0.015 V/angstrom in the program's sign convention, ramp centred at 0.9887 of c and 0.0227 of c wide, no dipole correction

Cell vectors (angstrom)
a  10.88  0  0
b  0  10.88  0
c  0  0  44.0814

Atoms: element, x, y, z (angstrom)
Si  0.0213  0.2801  30.2777
Si  2.5279  2.8683  30.7141
Si  0.2975  5.0468  30.432
Si  3.0948  7.933  30.7125
Si  5.713  -0.5194  30.2287
Si  8.4486  2.3157  30.1408
Si  5.3252  5.7574  30.7092
Si  7.8756  8.2359  30.22
Si  1.3124  1.3429  31.9311
Si  4.1847  4.0088  31.8174
Si  1.3297  6.7292  31.7075
Si  4.1288  9.6419  31.839
Si  6.9012  1.1305  31.5156
Si  9.4868  3.9422  31.611
Si  7.0014  6.8105  31.8739
Si  9.5356  9.5265  31.4594
Si  -0.0869  2.7057  33.1667
Si  2.7248  0.0069  33.1928
Si  -0.0728  8.1223  32.9485
Si  2.7568  5.4211  33.1279
Si  5.5335  2.5227  32.9844
Si  8.2741  -0.0409  33.011
Si  5.5114  8.1928  33.1436
Si  8.2575  5.3184  33.0886
Si  1.3563  4.0636  34.4559
Si  4.1253  1.3407  34.4794
Si  1.3214  9.4422  34.3943
Si  4.108  6.8026  34.4579
Si  6.8217  3.9676  34.3801
Si  9.4941  1.3198  34.485
Si  6.8781  9.5366  34.4393
Si  9.5554  6.7483  34.4165
Si  -0.0011  -0.0522  35.7808
Si  2.7211  2.6979  35.8016
Si  0.0125  5.4216  35.8166
Si  2.703  8.1293  35.7993
Si  5.4717  -0.0345  35.8174
Si  8.1361  2.6741  35.8306
Si  5.4592  5.3786  35.7437
Si  8.1728  8.1082  35.7721
Si  1.3508  1.3176  37.1458
Si  4.0747  4.0756  37.1308
Si  1.3465  6.7779  37.1695
Si  4.0627  9.5021  37.1582
Si  6.7767  1.335  37.1894
Si  9.5029  4.0617  37.163
Si  6.7877  6.7588  37.1262
Si  9.5045  9.483  37.1286
Si  -0.0175  2.6845  6.9347
Si  2.6916  -0.0256  6.9535
Si  -0.0355  8.1469  6.9152
Si  2.708  5.4144  6.9229
Si  5.3941  2.7003  6.9213
Si  8.1407  -0.0504  6.9251
Si  5.4082  8.1112  6.9271
Si  8.1326  5.4266  6.9402
Si  1.3623  4.0505  8.2844
Si  4.021  1.383  8.2962
Si  1.3015  9.4827  8.2895
Si  4.0091  6.7902  8.3009
Si  6.7389  4.0619  8.2658
Si  9.4906  1.3062  8.2832
Si  6.7635  9.4906  8.2856
Si  9.4767  6.8269  8.2839
Si  -0.0376  -0.0479  9.667
Si  2.6781  2.7106  9.7271
Si  0.0271  5.4893  9.5686
Si  2.6248  8.1372  9.6853
Si  5.3721  -0.0024  9.599
Si  8.1005  2.6847  9.5906
Si  5.3241  5.3771  9.6185
Si  8.1148  8.1636  9.6867
Si  1.3191  1.2948  11.0405
Si  3.9942  4.1085  11.1266
Si  1.3163  6.7436  11.1123
Si  3.9379  9.6034  10.9589
Si  6.6721  1.3808  10.9663
Si  9.553  4.0811  10.7869
Si  6.6557  6.752  10.9068
Si  9.4872  9.5276  11.0882
Si  -0.0388  2.7736  12.2181
Si  2.6658  0.001  12.5252
Si  -0.0245  8.1087  12.4931
Si  2.6231  5.4019  12.6196
Si  5.3207  2.6775  12.4409
Si  8.031  0.0886  12.3383
Si  5.1784  8.1138  12.1915
Si  8.0991  5.3096  12.0765
Si  1.4096  3.7236  13.8379
Si  3.8113  1.5765  13.9335
Si  1.5161  9.285  13.8434
Si  3.7721  7.1269  13.7946
Si  7.0146  3.8581  13.5123
Si  9.2149  1.7453  13.4939
Si  6.8281  9.2059  13.3437
Si  8.9961  6.9502  13.426
Si  0.7314  6.8386  18.2342
Si  -0.5289  10.7807  15.5868
Si  5.4938  5.5119  15.7866
Si  0.5211  14.848  19.2158
Si  -3.6624  7.1481  21.0654
Si  -2.7315  6.479  16.5153
Si  5.6131  0.8804  16.6028
Si  4.5598  3.4938  17.4559
Si  7.6784  9.4918  16.0631
Si  0.5965  1.2586  20.8036
Si  -1.2674  0.5104  18.5635
Si  -2.3902  14.1025  19.6959
Si  2.9778  2.2135  19.4274
Si  4.2138  6.1337  20.994
Si  4.3769  10.6497  19.2923
Si  2.1185  9.6447  22.0414
Si  -2.0329  -2.4579  18.6196
Si  2.5825  7.1038  23.5017
Si  4.7921  11.2064  22.1604
Si  2.8309  8.1525  19.4915
Si  -1.7779  3.2617  24.4455
Si  -4.6131  5.4223  18.8042
Si  -0.0709  4.811  16.5016
Si  0.6615  12.4012  24.701
Si  3.2838  2.3628  23.9775
Si  11.8747  3.1994  26.9604
Si  -1.8782  13.385  27.2178
Si  1.1078  8.1696  27.328
Si  8.7195  1.5757  22.1519
Si  7.5559  4.3251  22.1965
Si  -0.6518  7.154  28.5063
Si  -1.9407  0.4615  24.8528
Si  -3.4692  9.9094  22.8173
Si  4.6495  3.3169  21.6283
Si  1.1957  4.4213  24.2899
Si  12.4445  0.2733  27.3857
Si  3.844  14.4561  26.8154
Si  4.1623  1.379  28.4553
Si  14.6236  6.7501  26.3886
Si  5.1768  7.7645  28.6901
O  0.8604  0.2085  28.8595
O  -1.2022  1.2799  29.8952
O  10.4494  3.1337  27.7398
O  3.3058  1.8354  29.731
O  -6.8225  6.6851  31.1293
O  -0.3217  5.6665  29.0372
O  -1.9937  11.8883  26.4343
O  0.6181  8.1607  28.9286
O  15.8357  7.6294  27.0666
N  6.3496  -2.0367  29.5127
O  8.0586  2.6229  28.5436
O  14.0441  11.3961  27.5139
O  8.7534  7.5838  28.9787
O  5.5323  6.2128  29.1268
O  5.3175  11.2454  28.9127
O  -1.6196  5.2948  16.8769
O  -2.7136  -0.8766  24.2967
O  2.5684  2.624  14.3606
O  7.0489  0.0886  16.4971
O  0.8219  9.9816  15.1747
N  -2.7768  8.1534  17.1124
O  -0.5933  11.2964  17.1051
O  2.6677  8.2199  14.3465
O  6.456  4.7902  14.717
O  4.7006  6.7322  15.0891
O  8.1266  2.808  14.1361
O  10.1902  1.2197  14.6898
O  -1.7999  9.8212  15.3044
N  6.5765  5.9161  17.1068
O  -0.0173  0.4658  19.5558
O  0.9343  -5.3194  19.2661
O  4.9254  10.9911  17.835
O  4.3287  4.4422  16.1757
N  5.8296  6.3979  20.2956
O  0.3867  4.256  15.044
O  1.8958  7.9553  18.2069
O  -2.0967  -0.8551  18.8315
O  0.7359  6.2016  16.7445
O  -2.3483  6.6719  14.9612
O  -4.9285  14.9607  22.2668
O  3.1923  2.7666  17.9133
O  5.7489  2.4291  17.1088
O  1.9612  8.7946  20.6789
O  6.5852  9.0364  14.9603
O  5.283  11.0365  20.5958
O  4.9372  15.4138  18.6366
O  -7.5953  6.6537  19.8024
O  -0.593  7.689  18.6036
O  -3.3983  4.3752  19.1457
O  -7.2713  10.1469  22.3689
O  0.3588  3.6829  17.6039
O  4.6607  0.9578  15.2509
O  1.8114  8.5349  23.2204
O  4.3864  13.4582  20.192
N  8.4738  1.777  23.8475
O  -2.8137  7.6875  19.8151
O  -2.2047  1.8324  18.8331
O  -2.846  8.1783  13.0068
O  4.129  9.0651  19.257
O  2.5047  3.739  23.6132
O  3.7273  6.9531  22.3277
O  4.8408  13.5816  27.7641
O  14.619  4.6283  21.3642
O  7.1921  8.4069  22.1608
N  4.3265  12.8364  22.6753
O  -8.4365  3.3911  27.6649
O  -4.8868  -0.236  23.0762
O  -0.6062  1.7663  21.733
O  -0.9465  3.9153  19.852
N  1.4442  2.68  20.0496
O  2.1163  1.2378  24.0358
N  7.9911  2.8939  21.3034
O  3.9278  13.6091  25.4179
O  2.9685  11.4636  19.4495
O  4.0969  5.1579  26.5797
O  3.6686  -2.6499  29.1785
O  19.2403  4.4011  23.5994
O  7.9304  5.8287  21.6908
O  1.1705  4.4813  25.9219
O  -0.3113  7.3989  26.9099
O  3.5236  7.0972  24.8281
N  11.884  1.5689  26.3741
O  12.1811  11.0214  21.7551
O  1.3401  9.6599  26.7471
O  -0.351  0.2758  24.4769
N  -0.0397  14.0056  24.2048
O  -2.6294  10.9158  21.8161
O  1.3842  5.9521  23.6971
O  2.3287  7.1593  27.0707
O  12.3294  3.9343  30.0501
O  8.6313  3.5019  25.9868
H  2.1718  0.4951  38.0782
H  0.5285  2.139  38.0782
H  3.2444  4.8889  38.0632
H  4.8793  3.237  38.0632
H  0.5209  7.5958  38.102
H  2.1677  5.9555  38.102
H  4.8708  8.6668  38.0906
H  3.2353  10.3182  38.0906
H  7.5921  0.5068  38.1218
H  5.9498  2.1516  38.1218
H  10.3194  3.2346  38.0954
H  8.6795  4.8818  38.0954
H  5.9577  7.5724  38.0586
H  7.6134  5.941  38.0586
H  10.3275  8.6624  38.0611
H  8.6775  10.2995  38.0611
H  0.8047  1.8631  6.0023
H  -0.834  3.5116  6.0023
H  3.519  -0.8417  6.0211
H  1.8705  0.7969  6.0211
H  -0.8585  8.9675  5.9827
H  0.7902  7.329  5.9827
H  1.8868  6.2368  5.9905
H  3.5383  4.6011  5.9905
H  6.221  1.8837  5.9888
H  4.5895  3.539  5.9888
H  7.3253  0.7778  5.9927
H  8.9677  -0.8669  5.9927
H  4.6002  8.9465  5.9946
H  6.2381  7.2976  5.9946
H  8.956  4.6064  6.0078
H  7.3069  6.2445  6.0078

Results
free energy: -137546.140 eV
free energy less fixed offsets of H -15.71, N -386.36, O -570.45, Si -639.56 eV per atom: 6.790 eV

Forces (eV/angstrom), in the order of the atoms: element, x, y, z
Si  0.0126  0.0089  -0.0266
Si  0.0047  -0.0096  -0.0174
Si  0.003  0.005  -0.0194
Si  0.0036  -0.0041  -0.0169
Si  -0.0139  0.0015  -0.0165
Si  -0.0018  -0.0047  -0.0255
Si  -0.013  0.0025  -0.013
Si  0.004  -0.0116  -0.0176
Si  0.0004  0.0112  -0.0217
Si  -0.0041  0.0107  -0.0132
Si  0.0074  -0.0002  -0.0089
Si  0.0016  -0.0075  -0.0183
Si  0.0042  -0.0042  -0.0037
Si  0.0079  -0.0047  -0.0072
Si  -0.0094  0.009  -0.0086
Si  -0.0044  0.0028  -0.0125
Si  0.013  0.0056  0.0077
Si  0.0119  -0.0086  0.0107
Si  0.0059  -0.0138  -0.0004
Si  0.0075  0.0073  -0.0098
Si  -0.0155  -0.0026  0.0098
Si  -0.005  -0.0012  -0.0009
Si  -0.0127  -0.0055  -0.0033
Si  0.0032  0.0012  0.0183
Si  0.0095  0.0032  0.0177
Si  -0.008  0.0024  0.0178
Si  0.0184  0.0097  0.0214
Si  -0.0222  -0.0072  -0.004
Si  -0.0095  0.0012  0.0302
Si  -0.0098  0.0041  0.03
Si  -0.0022  0.007  0.0274
Si  0.0056  0.0191  0.0207
Si  0.0236  -0.0252  0.1752
Si  0.0123  -0.0077  0.1587
Si  -0.0041  -0.0279  0.1911
Si  0.0135  -0.0012  0.1742
Si  -0.0179  -0.0044  0.187
Si  0.0227  -0.0032  0.199
Si  0.0006  0.0114  0.1759
Si  0.0117  -0.0212  0.1723
Si  0.1151  -0.0445  0.2078
Si  -0.0181  -0.1121  0.3174
Si  0.1153  -0.0108  0.3913
Si  0.0288  -0.0836  0.1833
Si  0.0114  0.007  0.477
Si  0.0331  -0.0244  0.2103
Si  0.119  -0.093  0.1548
Si  0.1276  -0.1215  0.3755
Si  -0.0531  0.0338  -0.1879
Si  -0.1129  0.0449  -0.2159
Si  -0.1171  0.0826  -0.4495
Si  -0.1172  0.0178  -0.376
Si  0.0283  0.0168  -0.4442
Si  -0.0726  0.0659  -0.3349
Si  -0.0294  0.134  -0.149
Si  -0.0814  0.0591  -0.253
Si  -0.0323  0.0269  -0.1752
Si  0.0137  -0.0281  -0.1822
Si  0.0044  0.0289  -0.1738
Si  -0.0208  0.0211  -0.1902
Si  0.0119  -0.0078  -0.1686
Si  -0.0156  0.0231  -0.1753
Si  -0.035  0.03  -0.1705
Si  0.0027  -0.0091  -0.1729
Si  -0.0132  -0.0126  -0.0138
Si  0.001  0.0072  -0.0417
Si  -0.0074  -0.0156  -0.0046
Si  -0.0072  -0.0084  -0.0241
Si  0.0135  -0.0066  -0.0061
Si  -0.0013  -0.0024  -0.0108
Si  0.0151  -0.0111  -0.0274
Si  0.0054  0.0039  -0.008
Si  -0.0105  -0.0057  -0.0088
Si  0.0083  0.004  -0.0069
Si  -0.0086  0  -0.004
Si  0.0093  0.0043  -0.0042
Si  0.0004  -0.0032  -0.0033
Si  -0.0077  0.0117  -0.0029
Si  0.0038  0.002  -0.0084
Si  -0.0043  0.0044  -0.0042
Si  -0.0062  0.0025  0.0183
Si  -0.0013  -0.0102  0.0141
Si  0.0021  0.0011  0.0172
Si  -0.0009  0.0047  0.0131
Si  0.0072  0.0006  0.0137
Si  -0.0009  -0.0026  0.0174
Si  0.0013  0.0013  0.0139
Si  0.0006  -0.0025  0.0172
Si  0.0046  -0.0046  -0.0426
Si  -0.0053  0.0071  -0.0438
Si  -0.0004  -0.0027  -0.0421
Si  -0.0028  0.0039  -0.0333
Si  -0.0029  0.0039  -0.0273
Si  -0.0006  -0.0057  -0.032
Si  0.0021  0.0023  -0.0372
Si  -0.0019  0.0031  -0.0383
Si  -0.0086  -0.0036  -0.0445
Si  0.007  -0.0025  -0.0613
Si  -0.0045  0.0056  -0.0635
Si  -0.0005  0.0108  -0.0419
Si  0.0008  0  -0.0463
Si  0.007  0.0023  -0.0475
Si  0.0041  0.0014  -0.0606
Si  0.0096  0.0038  -0.052
Si  -0.0038  0.0016  -0.0527
Si  0.0053  0.0037  -0.0544
Si  -0.0002  -0.0122  -0.0581
Si  0.0052  0.0052  -0.0517
Si  -0.0034  0.004  -0.0431
Si  0.0144  -0.0004  -0.0516
Si  0.0033  0.0009  -0.0578
Si  -0.002  0.0048  -0.0522
Si  0.0015  0.0022  -0.0535
Si  0.0033  0.0108  -0.0736
Si  0.0021  -0.0056  -0.0468
Si  -0.0015  -0.0029  -0.0402
Si  -0.0082  0.0009  -0.0609
Si  0.0002  -0.0018  -0.0618
Si  -0.0025  -0.0023  -0.0576
Si  -0.0044  -0.0007  -0.0515
Si  0.012  -0.0087  -0.062
Si  0.0008  0.0018  -0.0505
Si  0.014  -0.0049  -0.0789
Si  0.0143  0.0011  -0.0461
Si  0.005  0.0066  -0.0492
Si  -0.006  0.0046  -0.0556
Si  0.0156  0.0068  -0.0387
Si  -0.0118  -0.0042  -0.0604
Si  -0.0101  -0.0111  -0.0506
Si  -0.0016  0.0075  -0.0504
Si  0.0061  0.003  -0.0639
Si  -0.0029  0.0155  -0.0595
Si  -0.0048  -0.0022  -0.0605
Si  -0.0106  0.0159  -0.0525
Si  -0.0094  -0.0087  -0.0692
Si  -0.0131  -0.0071  -0.0395
O  -0.0184  -0.011  0.0595
O  0.0006  -0.0014  0.0154
O  -0.0097  -0.0005  0.0288
O  -0.0099  0.0051  0.0265
O  0.009  0.0011  0.0297
O  0.0031  -0.0123  0.0322
O  0.0015  0.0146  0.0472
O  -0.0052  0.0007  0.0273
O  0.0154  0.0106  0.0444
N  0.0177  0.0116  0.0227
O  -0.0126  0.0031  0.0628
O  0.0118  -0.0002  0.0307
O  -0.0201  0.0078  0.0328
O  0.0044  -0.0124  0.0225
O  0.0122  -0.0156  0.0316
O  0.0037  -0.0044  0.0173
O  0.0126  0.0071  0.0306
O  -0.0013  -0.0006  0.0096
O  -0.0053  0.0068  0.0199
O  -0.0106  0.0081  0.0232
N  0.0053  -0.0007  0.0318
O  -0.0082  0.0081  0.0463
O  -0.0001  -0.0033  0.0182
O  -0.0097  0.0133  0.0409
O  0.0119  -0.0126  0.0253
O  -0.0023  -0.0019  0.0092
O  0.0048  -0.0109  0.0325
O  -0.0047  -0.0031  0.0283
N  0.001  -0.0017  0.0379
O  0.0153  0.0036  0.0329
O  0.0037  -0.0056  0.0158
O  -0.0119  -0.0079  0.0423
O  -0.0027  -0.0107  0.0232
N  -0.0053  0.0058  0.0324
O  -0.0104  0.01  0.0354
O  0.0095  0.0055  0.0214
O  0.0005  0.0022  0.0226
O  0.0037  0.0078  0.0257
O  -0.0037  -0.0039  0.0486
O  0.004  -0.0031  0.0169
O  -0.0075  -0.0076  0.028
O  -0.0043  0.0063  0.0179
O  -0.0026  0.0097  0.0326
O  0.0085  0.0021  0.0314
O  0.0027  0.0047  0.0367
O  0.0032  0.0069  0.0278
O  0.0051  -0.0045  0.024
O  0.0035  0.0007  0.015
O  0.0084  -0.0094  0.021
O  0.0008  0.0006  0.0173
O  0.006  -0.0077  0.0391
O  0.0115  -0.0039  0.029
O  0.0036  -0.014  0.0312
O  0.0102  0.004  0.032
N  0.0079  -0.0013  0.0472
O  -0.0133  -0.0093  0.0389
O  -0.0037  0.012  0.0212
O  -0.0027  0.0015  0.0064
O  -0.0013  -0.0012  0.0182
O  -0.0067  0.0034  0.017
O  -0.0169  0.0059  0.0382
O  0.0041  -0.0143  0.023
O  -0.0013  -0.0047  0.022
O  0.004  0.0201  0.03
N  -0.0088  0.0009  0.0374
O  0.0062  -0.0018  0.0215
O  0.0052  -0.0012  0.024
O  -0.01  0.0017  0.032
O  -0.0064  -0.005  0.0157
N  0.0004  -0.0079  0.0203
O  -0.0116  0.0012  0.03
N  -0.0021  -0.0063  0.0389
O  0.0033  0.0139  0.0525
O  -0.0021  -0.0007  0.025
O  0.0028  0.0017  0.0195
O  -0.0067  0.0016  0.0242
O  0.0137  -0.0076  0.0378
O  0.0046  -0.0131  0.0269
O  0.001  -0.0067  0.0285
O  -0.0048  -0.0019  0.0231
O  0.0126  -0.0044  0.0497
N  0.0091  -0.0101  0.0466
O  0.0043  -0.0089  0.0239
O  -0.0006  -0.0027  0.0203
O  0.0055  0.0009  0.0236
N  0.0079  -0.0041  0.0302
O  -0.0011  -0.0017  0.0289
O  -0.0032  -0.0075  0.0217
O  -0.0092  0.0088  0.0291
O  -0.0015  0.0031  0.013
O  -0.0039  -0.0045  0.0479
H  -0.3431  0.3358  -0.2447
H  0.2481  -0.2671  -0.3035
H  0.3697  -0.2202  -0.2911
H  -0.2745  0.3221  -0.2652
H  0.3237  -0.2801  -0.2623
H  -0.2971  0.3205  -0.2281
H  -0.3035  0.2564  -0.2474
H  0.3836  -0.2646  -0.2721
H  -0.2607  0.3195  -0.2283
H  0.2853  -0.3123  -0.2448
H  -0.2516  0.2943  -0.2549
H  0.3207  -0.3242  -0.2514
H  0.2337  -0.2853  -0.3247
H  -0.3127  0.3499  -0.2506
H  -0.3078  0.3413  -0.2306
H  0.2563  -0.2837  -0.3161
H  -0.3119  0.3097  0.2706
H  0.2748  -0.2786  0.2738
H  -0.2404  0.3062  0.3072
H  0.2756  -0.3756  0.2391
H  0.3834  -0.327  0.2158
H  -0.285  0.2293  0.3027
H  0.2076  -0.3431  0.2598
H  -0.2656  0.3945  0.2733
H  -0.2988  0.1998  0.2864
H  0.3214  -0.3652  0.2403
H  0.2682  -0.2392  0.2713
H  -0.3855  0.2898  0.2709
H  0.2723  -0.2969  0.2577
H  -0.3606  0.2633  0.2938
H  -0.2685  0.2595  0.3036
H  0.3635  -0.3086  0.2372

The program warned: the cutoff lies below the one the program advises for these potential files; the forces do not sum to zero within the program's tolerance; empty levels may hold ghost states of the PAW files; the exchange-correlation potential is rough where the density is thin.
